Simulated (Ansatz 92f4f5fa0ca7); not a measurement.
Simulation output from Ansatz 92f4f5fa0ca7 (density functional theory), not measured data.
Periodic cell of 166 atoms, Si98O68, from a study of silicon, its oxide and their interface. The atomic structure is a simulated model.

Settings: functional r2SCAN; potential files Ansatz norm-conserving; basis plane waves; wave-function cutoff 1300 eV; density cutoff ratio 4; exchange-correlation grid ratio 1; k mesh 2 x 2 x 1, shifted by 0.5 0.5 0.5 of a step; self-consistency stop 5e-08 eV per atom in the density residual; occupations Fermi-Dirac, 0.05 eV; spin none; net charge 0.

Cell vectors (angstrom)
a, 10.88, 0, 0
b, 0, 10.88, 0
c, 0, 0, 24.5328

Atoms and the computed forces on them: element, x, y, z (angstrom), force x, y, z (eV/angstrom)
Si, -0.3621, -0.0696, 0.2685, -2.0539, -0.0951, -2.9914
Si, 2.365, 2.789, 0.047, -2.0787, 2.0828, 3.215
Si, 0.2458, 4.9238, -0.1421, -1.3285, 4.0215, 0.9512
Si, 2.923, 7.9126, -0.0586, -0.2233, -0.4669, 1.1682
Si, 5.5509, -0.3388, 0.0718, 2.2311, -2.8305, 1.5546
Si, 8.5099, 2.5465, 0.1049, -2.0262, -0.1162, 0.6477
Si, 5.1127, 5.6854, -0.1759, -0.3336, 0.2467, -1.2764
Si, 7.8637, 8.1739, 0.3094, -0.651, 1.5299, 0.9269
Si, 1.1939, 1.2724, 1.4371, 0.6158, 0.1779, 0.683
Si, 4.1314, 4.032, 1.5357, -2.1711, 1.0171, -2.4666
Si, 1.4075, 6.5308, 1.3042, 1.719, -1.0182, -1.4731
Si, 3.846, 9.5039, 1.4997, 1.9671, -0.9382, -0.1704
Si, 6.7257, 1.3171, 1.3397, 0.9386, 0.0664, -0.3594
Si, 9.4765, 4.1751, 1.4328, -0.7777, 0.1975, -0.5084
Si, 6.4521, 6.7998, 1.4353, -0.4591, 0.0363, 0.2684
Si, 9.4176, 9.2588, 1.5885, 1.7624, -0.5861, 0.6625
Si, -0.0769, 2.87, 2.7639, 0.0105, -0.8696, 0.6137
Si, 2.5856, -0.0769, 2.9665, -0.3112, 0.0326, -1.0464
Si, 0.2708, 7.7846, 2.7169, -2.9106, 1.8786, 1.7514
Si, 2.8225, 5.4637, 2.9447, -1.1516, -0.205, -0.4465
Si, 5.2234, 2.4824, 2.6919, 0.7915, -0.2128, 0.2018
Si, 8.201, -0.0829, 2.8148, -0.7535, 0.4994, -1.5225
Si, 5.3, 8.1828, 3.0572, 0.1864, 1.1377, -1.0329
Si, 7.6157, 5.3642, 2.7859, 1.982, -0.4672, -0.3819
Si, 1.1667, 4.2144, 4.2725, 1.3279, -0.9426, -0.1777
Si, 4.1157, 1.1658, 4.2007, -1.1607, 0.9113, 0.0461
Si, 1.3622, 9.405, 4.37, -0.9988, -0.2527, -1.8785
Si, 3.7262, 7.0773, 4.3435, 1.1767, -1.0453, 0.4565
Si, 6.2076, 4.0579, 4.094, 1.1588, -0.019, 1.1675
Si, 9.3915, 1.3588, 4.0689, 1.5683, 0.4683, -0.3635
Si, 6.9582, 9.6289, 4.2549, -0.5929, -2.1118, -0.3996
Si, 9.2976, 6.5903, 4.0623, 0.576, 0.9326, -0.4098
Si, -0.0558, 0.0051, 5.4026, -1.5204, -0.756, 0.1288
Si, 2.5648, 2.5105, 5.5036, 0.3766, 1.7595, -0.007
Si, -0.3281, 5.4542, 5.6494, 0.8631, -0.5482, 0.0171
Si, 2.5397, 8.3005, 5.9121, 1.1672, -0.0373, -0.1025
Si, 5.6427, 0.0464, 5.4912, -1.168, 0.1348, 1.8849
Si, 7.8629, 2.544, 5.2221, 0.0095, 2.1246, 1.0139
Si, 5.0996, 5.6854, 5.7525, -0.0478, -1.2059, -1.4713
Si, 8.2538, 8.1363, 5.543, 0.6607, 1.2633, -1.1418
Si, 1.217, 1.163, 6.8328, 0.6528, 1.1701, 0.4694
Si, 3.8305, 4.0697, 6.9873, 0.2076, 0.0289, -0.5036
Si, 1.1847, 6.8272, 7.0336, 0.0499, -0.6974, -0.61
Si, 4.1272, 9.7629, 6.9994, -1.5121, 0.8042, -1.9837
Si, 6.9093, 1.4406, 6.9786, -0.8233, -0.2399, -0.2085
Si, 9.284, 3.8148, 6.7772, 0.9838, -0.348, 0.0692
Si, 6.7338, 7.0436, 6.6928, -0.3672, -1.0604, 1.9004
Si, 9.5683, 9.572, 6.9647, 0.5097, -0.2745, 0.3181
Si, 0.0886, 2.4981, 8.3599, -0.4555, 2.2372, -0.29
Si, 2.6487, 0.1477, 8.2794, 0.3729, -1.034, 0.8156
Si, 0.118, 8.1729, 8.4808, -1.4175, 1.8748, 0.7186
Si, 2.701, 5.6851, 8.3409, -0.0126, -1.0914, -0.5742
Si, 5.4006, 2.767, 8.1937, 0.1324, 0.186, -0.0753
Si, 8.3816, 0.2394, 8.38, 0.2155, -1.1015, -0.2815
Si, 5.4902, 8.5805, 8.1534, 2.6727, -1.9429, 1.0684
Si, 8.2395, 5.5051, 7.9233, -1.4177, 0.9616, 0.9082
Si, 1.6345, 4.1677, 9.7132, -0.5855, -0.2997, 1.3589
Si, 4.2309, 1.2904, 9.5311, -0.3298, 0.236, 0.9724
Si, 1.3283, 9.8516, 9.9916, 0.9931, -0.6595, -0.8394
Si, 4.2182, 7.0921, 9.3149, -0.449, -0.0405, 1.9722
Si, 6.7081, 4.3008, 9.3451, 1.5854, -1.0207, 0.343
Si, 9.6116, 1.4601, 9.9603, 0.1453, 0.5962, -0.1832
Si, 7.1039, 9.6787, 9.643, -1.2514, -1.0964, 1.4303
Si, 9.524, 6.7152, 9.5597, -0.521, -0.6366, -0.0459
Si, 0.5806, 0.8435, 11.247, -0.1247, -0.9348, 3.967
Si, 3.1227, 2.6533, 11.101, -1.1783, -0.4967, -0.5218
Si, -0.1111, 5.2974, 11.0728, 0.1, 0.004, -1.2928
Si, 3.0877, 8.6284, 11.0268, 1.266, -1.32, 0.4654
Si, 5.4715, -0.1727, 11.0336, 1.09, 0.9834, 0.1524
Si, 8.3997, 3.2602, 10.8348, -0.4134, 0.9, 1.4981
Si, 5.5614, 5.6232, 10.7854, -2.2919, 2.8447, 1.2242
Si, 7.9148, 7.7018, 11.0739, -0.4323, -0.5917, -3.4987
Si, 3.9429, 6.8327, 13.2205, -0.0264, 0.2502, -1.587
Si, 10.1531, 7.2574, 13.1445, 1.0664, 0.0678, 2.3513
Si, 6.227, 7.8687, 14.9072, 1.4023, -1.082, -0.7635
Si, 4.9335, 1.9909, 17.841, 0.2535, 0.9895, -2.6693
Si, 0.871, 5.7185, 19.173, 0.9112, -1.4246, -1.5435
Si, 6.1584, 14.352, 15.3151, 1.6123, -0.4007, -0.922
Si, -3.7733, 2.0718, 20.0203, 2.7107, -1.7501, 0.5896
Si, -3.2653, -0.8341, 20.58, 0.2252, 1.5834, 0.2251
Si, 3.7352, 6.8759, 18.55, 2.1494, 3.4426, -1.5816
Si, 4.4153, 5.9763, 15.8819, -1.7525, -2.1209, -1.0344
Si, 5.9742, 2.326, 12.6149, -0.7848, -1.0239, -1.1746
Si, 6.5236, 3.6483, 22.4796, 0.6379, 3.0773, -0.3142
Si, 8.2989, -1.1763, 15.9952, -0.3129, -1.3563, 0.1876
Si, -0.4469, 10.3178, 14.148, 3.5829, -2.3318, -1.0431
Si, -9.9661, 0.4619, 16.9032, -1.5825, -2.6051, -1.1591
Si, 2.076, 2.7528, 18.3746, -2.7438, 1.5573, -0.1191
Si, 3.4514, -0.8483, 17.9325, -0.1969, -1.089, -0.0118
Si, 10.9159, -4.1516, 21.6696, 0.2373, -5.1814, 1.2662
Si, -8.3528, 0.4572, 20.4277, 0.3591, 4.5738, 1.5963
Si, -2.4726, 5.7311, 15.1014, 1.352, -1.5838, 1.1029
Si, 1.1254, -1.396, 22.3658, -0.8272, 0.2009, 1.4257
Si, 4.3283, 1.3751, 22.6627, 0.4401, -0.933, 1.6896
Si, 9.0277, 7.0568, 17.8077, 0.7921, -1.0757, -0.7203
Si, 8.917, 0.5183, 18.2893, 0.8355, -2.4412, 0.877
Si, 8.3159, 7.6916, 21.9817, 0.8485, 0.4367, 0.2947
Si, 6.4841, 7.6352, 19.858, -0.7148, -2.9441, -3.3204
O, 2.2179, -1.8216, -1.0228, 0.524, -0.1195, -0.8299
O, -0.1701, -0.8442, -1.3646, 0.3305, 1.0077, 2.5402
O, 1.0093, 3.644, -0.6345, 2.334, -1.8243, -0.0639
O, 3.0894, 2.1943, -1.1674, 1.6027, -2.3629, -1.6735
O, -0.1058, 6.0578, -1.3337, 0.7953, -0.551, -0.5406
O, 3.916, 6.7427, -0.7823, 0.0148, 0.5482, 1.0751
O, 7.8054, 3.6977, -1.0529, 0.7764, -2.5104, 0.4798
O, 4.8507, -0.2338, -1.3977, -0.89, 3.8511, -0.641
O, 15.8234, 6.9557, -4.8463, 0.6108, 0.2938, -1.2476
O, 3.7609, 1.2586, -3.2914, -1.2978, -1.472, -2.9874
O, 5.8672, 5.3031, -1.6816, -0.0297, -3.49, 0.9128
O, 9.1894, 1.0321, -0.067, 1.622, 0.4048, -0.759
O, 8.578, 7.581, -0.976, 0.2861, -2.0153, -0.9776
O, 9.4491, 6.8787, -3.4373, -1.9466, 1.9743, 1.1924
O, 1.785, 1.8903, 11.9022, -0.1476, -0.7907, -1.8497
O, -0.0478, 0.1989, 12.778, 0.0989, 0.5379, -1.4366
O, 11.2445, 6.5543, 12.11, -1.2952, -1.1931, 0.0205
O, 3.8188, -13.3263, 17.6732, 0.5615, -0.0011, 1.8467
O, 4.3672, 2.9924, 12.1257, 2.3856, -1.1036, 0.3356
O, -1.0328, 6.0221, 14.2787, -1.2921, 0.3852, -0.9479
O, 5.0276, 15.4733, 15.2219, -0.7184, 1.5492, 0.2195
O, 4.4396, 16.5738, 12.0983, 0.6906, 0.1076, 0.3269
O, 2.8629, -3.1036, 12.4579, 0.0051, 0.5452, -1.1273
O, 4.4477, -1.3586, 11.429, -0.7785, 0.1591, 0.1212
O, 7.3907, 3.1092, 12.2078, -1.0819, -0.8492, -1.225
O, 9.7488, 4.0358, 11.5476, -0.6159, 0.7759, -0.6052
O, 8.7525, 5.9162, 16.6934, -0.2603, -0.3892, -0.5762
O, 6.7468, 6.5946, 11.3687, 0.5072, 0.5553, 0.019
O, 8.8406, 7.7673, 12.3258, 1.0869, 0.5104, 1.8353
O, 6.3981, -1.6582, 19.7651, 1.1417, 0.9917, 0.5622
O, -1.9767, -0.7308, 14.5174, -0.5609, 0.6103, 2.0556
O, 8.934, -0.5994, 19.6258, -1.7995, 1.0972, -1.3181
O, 1.798, 1.7285, 19.6904, 0.6735, 0.8675, -1.8365
O, -4.0449, 0.617, 20.8888, 1.7358, 1.1888, -0.8608
O, 3.3238, 6.4569, 14.6642, 0.9581, -1.3, 1.73
O, -3.1568, 4.1095, 15.1231, -0.9941, 2.0748, -0.1699
O, 5.8112, 2.6835, 16.6425, -0.0345, -1.2255, 1.3632
O, -4.0498, 9.278, 15.3907, -0.6826, -0.6048, 0.6838
O, -0.5107, 0.107, 17.713, 1.7483, 1.6943, 0.1042
O, 5.6107, 17.8564, 16.1032, 0.4572, 1.4602, 0.3023
O, -6.5295, 11.3865, 17.4758, -0.0121, -1.3983, 0.6113
O, -2.4173, 1.9145, 18.9685, -1.0419, -0.1382, 1.129
O, 0.4719, 0.093, 15.3587, -0.513, -0.0412, -0.5754
O, -0.1103, -2.2982, 13.8931, -0.1918, 1.261, -0.3011
O, 5.9347, 2.2051, 19.0457, -2.8147, -0.4237, -0.8803
O, -7.6616, -0.5796, 19.5507, 1.3402, -2.4512, -2.5431
O, -2.8985, 10.9762, 16.9816, 0.4198, -0.2987, 0.8603
O, 1.4138, 10.7447, 21.369, 0.1056, -1.719, 1.1283
O, 5.9345, 2.3072, 14.171, 0.0335, 1.8753, 2.3885
O, 9.1451, 8.4277, 16.8718, -1.3802, 2.0383, -0.6107
O, 6.1265, 0.6501, 12.4302, -1.5849, 0.4874, -3.1428
O, 7.7092, 7.0277, 18.7703, -1.3612, 1.386, 1.3875
O, 2.2583, 6.6734, 18.9597, -3.5245, -0.8815, 2.2984
O, 14.5057, 2.9564, 17.9413, -0.7436, -0.2628, 1.2818
O, 18.0123, 3.4447, 20.8713, -0.9023, -0.1343, 2.7805
O, 1.9954, 10.0379, 17.1995, -0.8881, 3.3289, 0.1713
O, 0.5191, 5.3848, 20.7325, 1.0521, 2.4946, 0.2927
O, -5.4279, 2.5103, 22.8554, 1.0593, 0.0172, -0.4242
O, -5.6788, 7.7607, 13.6587, 1.285, 1.0036, 0.4084
O, 12.0467, 4.228, 18.4188, 1.5959, -0.6484, 1.2318
O, 8.2308, -1.5598, 21.9329, -0.7197, 0.7363, -2.5998
O, 1.2966, 2.0314, 17.0952, 0.7238, -1.2707, 0.531
O, 0.8706, -2.8276, 21.6298, 0.5339, 1.2864, -0.5624
O, -3.3245, 6.9643, 14.5389, -1.0958, 0.0494, -0.1749
O, -3.9126, -3.6537, 21.29, -0.5743, -1.0627, 1.2059
O, 6.9272, -1.4887, 24.3141, -2.9852, 2.0375, 0.36
O, 3.8465, 5.7675, 17.3972, 0.7725, -0.4325, -1.4957
O, 10.4777, 6.4969, 18.5472, -1.3506, 1.2128, -0.9407

Results
free energy: -43083.498 eV
free energy less fixed offsets of O -463.61, Si -117.95 eV per atom: 1.082 eV
pressure: -3.48 GPa
stress xx, yy, zz, yz, xz, xy (GPa, positive in tension): 2.86, 5.03, 2.54, 0.21, 0.89, -0.48

The program warned: the forces do not sum to zero within the program's tolerance.
